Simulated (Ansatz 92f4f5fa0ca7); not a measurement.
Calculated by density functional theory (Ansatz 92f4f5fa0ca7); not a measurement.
Periodic cell of 227 atoms, Si134O91H1N1, from a study of silicon, its oxide and their interface. The atomic structure is a simulated model.
Doubt: the cutoff is far below the 930 eV that the study's wrapper takes by default for these files, so forces and energies are approximate.
This geometry differs little from another in the collection (a relaxation step or a small displacement).

Settings
functional: PBE
potential files: Ansatz PAW
basis: plane waves
wave-function cutoff: 580 eV
density cutoff ratio: 5
exchange-correlation grid ratio: 1
k mesh: 1 x 1 x 1, Gamma-centred
self-consistency stop: 5e-08 eV per atom in the density residual
occupations: fixed
spin: none
net charge: 0

Cell vectors (angstrom)
a  10.938  0  0
b  0  10.938  0
c  0  0  32.7357

Atoms: element, x, y, z (angstrom)
Si  0.128  -0.3276  25.4503
Si  5.9981  -0.4945  25.2127
Si  2.8164  2.6599  25.0325
Si  8.0336  3.3197  24.9279
Si  -0.468  6.1642  25.3064
Si  5.4348  5.1964  25.1818
Si  2.6547  8.6223  25.3227
Si  8.178  8.2352  25.7423
Si  1.2878  1.4705  26.4582
Si  6.9927  1.4219  26.2495
Si  4.1028  3.9235  26.6089
Si  9.513  4.3192  26.5019
Si  1.4365  6.9137  26.5004
Si  6.612  6.7727  26.6201
Si  4.2267  9.7032  26.6767
Si  9.6282  9.5636  26.9466
Si  2.7038  0.1141  27.9246
Si  8.1708  0.1126  27.9547
Si  -0.0707  2.8253  27.8784
Si  5.5732  2.6271  27.8857
Si  2.7374  5.4296  27.887
Si  8.1077  5.5099  27.9735
Si  0.1139  8.1328  28.0653
Si  5.4053  8.2131  28.0197
Si  4.1018  1.3673  29.3174
Si  9.5708  1.3673  29.3174
Si  1.3673  4.1018  29.3174
Si  6.8362  4.1018  29.3174
Si  4.1018  6.8362  29.3174
Si  9.5708  6.8362  29.3174
Si  1.3673  9.5708  29.3174
Si  6.8362  9.5708  29.3174
Si  0  0  30.6847
Si  5.469  0  30.6847
Si  2.7345  2.7345  30.6847
Si  8.2035  2.7345  30.6847
Si  0  5.469  30.6847
Si  5.469  5.469  30.6847
Si  2.7345  8.2035  30.6847
Si  8.2035  8.2035  30.6847
Si  1.3673  1.3673  32.0519
Si  6.8362  1.3673  32.0519
Si  4.1018  4.1018  32.0519
Si  9.5708  4.1018  32.0519
Si  1.3673  6.8362  32.0519
Si  6.8362  6.8362  32.0519
Si  4.1018  9.5708  32.0519
Si  9.5708  9.5708  32.0519
Si  2.7345  0  0.6835
Si  8.2035  0  0.6835
Si  0  2.7345  0.6835
Si  5.469  2.7345  0.6835
Si  2.7345  5.469  0.6835
Si  8.2035  5.469  0.6835
Si  0  8.2035  0.6835
Si  5.469  8.2035  0.6835
Si  4.1018  1.3673  2.0507
Si  9.5708  1.3673  2.0507
Si  1.3673  4.1018  2.0507
Si  6.8362  4.1018  2.0507
Si  4.1018  6.8362  2.0507
Si  9.5708  6.8362  2.0507
Si  1.3673  9.5708  2.0507
Si  6.8362  9.5708  2.0507
Si  0  0  3.418
Si  5.469  0  3.418
Si  2.7345  2.7345  3.418
Si  8.2035  2.7345  3.418
Si  0  5.469  3.418
Si  5.469  5.469  3.418
Si  2.7345  8.2035  3.418
Si  8.2035  8.2035  3.418
Si  1.318  1.3885  4.7627
Si  6.8473  1.4336  4.75
Si  4.1562  4.0747  4.8228
Si  9.5433  4.0798  4.7654
Si  1.4465  6.7793  4.8625
Si  6.8176  6.8812  4.7901
Si  4.1395  9.4551  4.7283
Si  9.6128  9.4865  4.7607
Si  2.7003  -0.1265  5.9201
Si  8.1464  -0.0741  5.9622
Si  -0.1352  2.6674  6.1817
Si  5.6421  2.868  6.258
Si  2.7923  5.3372  6.2969
Si  8.2275  5.5289  6.09
Si  0.0389  8.1407  6.2311
Si  5.4175  8.1318  6.2816
Si  4.3123  1.1149  7.0119
Si  9.5833  1.006  7.4169
Si  1.1287  4.1043  7.5331
Si  6.7968  4.5684  7.7092
Si  4.261  6.5836  7.7117
Si  9.8893  6.4718  7.4761
Si  1.1051  9.8327  7.4549
Si  6.565  9.8846  7.3931
N  5.594  5.6546  8.4917
O  -0.019  0.0777  7.6322
O  3.1805  12.6078  8.0408
O  5.1971  7.4343  10.6817
O  1.3912  9.6369  24.9598
O  6.6703  4.2308  24.6215
O  7.2477  9.3648  24.9548
O  -0.0826  7.0038  21.3126
O  7.355  9.7385  8.8365
O  0.103  5.3438  7.8839
O  1.4025  9.4455  9.0278
O  7.9251  4.2811  8.9339
O  9.2139  6.697  8.9735
O  5.3753  0.0668  7.7589
O  3.3448  7.2611  8.9368
O  8.8345  1.0926  8.8986
O  5.3468  -0.5465  23.7033
O  8.779  3.2798  23.4344
O  10.8789  5.7838  23.7943
O  4.4426  5.6146  23.8965
O  9.2744  7.2707  24.9479
O  3.5197  1.5679  23.9735
O  3.4982  8.3504  23.9162
O  10.1901  -0.0162  24.08
Si  10.6174  2.2369  13.7896
Si  2.5384  13.096  9.42
Si  7.175  7.9976  14.2159
Si  9.5343  1.5574  20.2281
Si  2.2215  5.8902  12.3181
Si  -0.585  4.8756  12.4583
Si  9.9599  5.8854  17.872
Si  4.3371  -1.5741  22.9237
Si  1.2455  8.1106  18.1569
Si  6.2518  3.4342  15.6333
Si  5.856  -2.6355  20.3845
Si  14.8846  3.8213  11.3762
Si  7.8345  0.0893  9.7639
Si  5.8336  5.9962  10.2302
Si  -0.0709  8.5614  20.8122
Si  3.3421  3.2414  20.546
Si  9.0931  3.9159  21.9457
Si  8.6038  5.4756  9.8932
Si  7.6812  -1.0703  16.4567
Si  3.7037  -6.8825  14.2073
Si  8.2908  -1.0722  19.4276
Si  8.3997  -1.0441  12.5552
Si  1.6662  2.3218  15.9889
Si  11.3994  10.2563  13.1247
Si  4.9593  8.9324  15.7938
Si  -0.0179  0.0388  22.6184
Si  8.5077  5.4045  15.0568
Si  2.0468  10.0695  15.7366
Si  13.8115  11.8985  22.5684
Si  1.9563  -0.7418  10.3746
Si  0.4308  5.7805  22.264
Si  3.2113  4.9306  23.0286
Si  4.1381  7.0695  18.1033
Si  0.7931  3.317  18.803
Si  18.7229  12.0655  14.5421
Si  -3.308  5.6651  20.0728
Si  3.6529  -3.0486  10.4471
Si  5.4102  -6.8012  18.5317
O  8.7108  2.8337  20.7881
O  8.0945  -2.187  15.3484
O  11.284  9.4798  22.0918
O  12.2062  11.9493  22.802
O  4.4384  3.1421  19.364
O  1.9083  11.8227  10.2168
O  14.7742  2.6578  10.2679
O  -5.8051  8.4828  21.8284
O  5.2402  4.7605  11.118
O  9.3854  8.9986  20.2716
O  7.7286  -6.8515  15.5657
O  1.2759  9.6063  14.375
O  1.4897  3.34  8.983
O  1.0918  9.8202  11.6913
O  9.6439  4.9001  10.9911
O  -2.3582  0.539  19.4001
O  6.6062  0.9559  10.3985
O  6.7694  -3.9585  20.4195
O  5.8214  3.301  17.1975
O  3.2874  -0.5655  22.2091
O  -1.0655  9.742  13.2276
O  8.3495  -1.5221  17.8626
O  -7.3154  9.7788  15.5207
O  3.2362  1.7743  21.2202
O  -7.4792  -1.421  10.5206
O  6.7235  4.4871  19.4155
O  2.8394  14.0904  15.2322
O  -3.5671  6.1375  10.7037
O  10.9417  3.3715  12.668
O  8.2296  0.3858  15.945
O  11.9672  8.8047  19.625
O  2.956  5.4588  13.7406
O  9.402  5.1694  13.7291
O  -2.759  5.2069  21.5479
O  1.6455  2.7959  17.5297
O  4.6216  5.5298  18.2262
O  11.1848  13.6079  15.2595
O  11.4277  0.9388  13.2519
O  10.7875  2.0825  19.3284
O  7.6854  -2.5097  12.7225
O  2.0673  5.8919  22.3518
O  7.4593  0.0168  13.3899
O  10.6722  4.3747  21.7403
O  7.3514  6.4321  14.5601
O  5.6084  8.4298  14.3812
O  12.391  -1.6767  17.0225
O  10.867  7.2248  17.8648
O  -4.5029  1.9964  14.8669
O  2.3634  3.8963  24.0036
O  9.0157  12.9593  13.9537
O  -1.5197  -5.1166  16.3358
O  8.6338  -0.5594  11.025
O  8.7668  6.0513  18.9691
O  5.1339  15.3129  14.9053
O  16.9804  9.8829  16.5813
O  3.8988  4.2341  21.7233
O  10.8315  4.585  18.3301
O  6.8012  9.5948  20.0497
O  11.5519  5.9839  12.5009
O  15.6512  8.0785  19.2487
O  2.5862  4.7186  11.2372
O  2.5179  -3.8402  18.1941
O  4.6325  7.595  16.6537
O  4.0017  14.1053  12.861
O  2.7365  7.29  11.6663
O  1.8962  3.7276  19.9459
O  -0.9826  0.7337  21.5496
O  12.8477  0.7245  15.9764
H  5.8044  1.0535  9.8616

Results
free energy: -137340.292 eV
free energy less fixed offsets of H -15.97, N -385.13, O -568.88, Si -635.61 eV per atom: 0.628 eV

Forces (eV/angstrom), in the order of the atoms: element, x, y, z
Si  0.1397  0.0116  0.0808
Si  0.1016  -0.1423  -0.0371
Si  0.0265  0.0631  0.0462
Si  -0.2555  0.0449  -0.0606
Si  -0.1158  -0.0678  -0.0247
Si  0.0908  -0.1559  0.0168
Si  -0.0404  0.0407  0.1039
Si  -0.0196  0.0547  0.0827
Si  -0.0469  -0.0303  0.0234
Si  0.0867  0.0926  0.0245
Si  0.053  -0.0716  -0.0489
Si  -0.0164  0.0457  0.0562
Si  0.0963  0.0707  0.0119
Si  0.0127  0.0121  -0.0242
Si  -0.1228  0.0336  0.078
Si  -0.0517  -0.0447  -0.0134
Si  0.0111  -0.0156  -0.0922
Si  -0.0247  -0.0512  -0.0558
Si  0.0643  0.0043  -0.0528
Si  -0.0597  0.0152  -0.0047
Si  -0.0199  -0.0164  0.0161
Si  0.0378  0.0152  -0.1062
Si  -0.077  -0.0453  -0.1172
Si  0.0862  0.0156  -0.0877
Si  0.2893  0.1005  -0.044
Si  -0.0304  0.6545  -0.0434
Si  -0.2289  0.1218  -0.3414
Si  -0.0449  -0.465  0.0246
Si  -0.5167  -0.3786  0.1569
Si  -0.1328  -0.2662  0.2507
Si  0.6318  0.4723  0.327
Si  -0.0125  0.297  -0.0734
Si  0.0642  -0.0051  -0.0766
Si  -0.1329  -0.1039  0.0282
Si  0.1741  0.0659  -0.0695
Si  0.1051  0.0858  0.0731
Si  -0.1191  -0.1036  0.0417
Si  -0.1292  -0.1385  -0.0326
Si  0.0399  0.0641  0.0656
Si  0.1966  0.135  -0.0495
Si  -0.0176  -0.012  -0.0432
Si  0.0227  -0.008  -0.045
Si  -0.0961  0.04  0.0109
Si  -0.0117  -0.0223  0.0173
Si  -0.0656  0.0702  -0.0336
Si  0.027  0.0201  -0.0365
Si  0.0812  -0.0538  0.0037
Si  -0.0594  0.0139  0.0098
Si  0.0243  -0.0425  -0.01
Si  -0.0129  0.0273  -0.0092
Si  0.0092  -0.0313  0.0439
Si  0.0011  0.0121  0.0191
Si  0.0781  -0.0102  -0.0164
Si  0.0769  -0.0516  0.001
Si  0.0232  -0.0098  0.0358
Si  -0.071  0.0319  0.053
Si  -0.1117  -0.1001  0.0201
Si  -0.089  -0.0861  -0.027
Si  0.0621  0.0809  0.0031
Si  0.0486  0.0313  -0.0008
Si  -0.1485  -0.0761  -0.0523
Si  -0.1084  0.019  0.0224
Si  -0.0447  0.0485  0.0514
Si  0.1926  0.0954  -0.0094
Si  -0.1165  -0.1391  -0.1566
Si  -0.0579  0.0943  0.0931
Si  0.1003  0.0543  0.1897
Si  0.1264  0.1089  -0.6437
Si  0.2069  -0.003  0.3644
Si  -0.0491  0.1145  0.14
Si  -0.0505  -0.7297  -0.294
Si  -0.0688  -0.0705  -0.2627
Si  0.0162  -0.0518  0.0191
Si  -0.0621  -0.0095  0.1182
Si  0.0306  0.0471  0.0743
Si  0.0101  0.0484  0.0689
Si  -0.0466  -0.002  -0.0278
Si  0.0414  0.0241  0.0799
Si  0.1041  0.0237  0.1414
Si  -0.0026  -0.0371  0.0796
Si  -0.0007  0.0017  0.044
Si  -0.1431  -0.0507  -0.0672
Si  -0.0031  0.0623  0.0524
Si  0.0224  -0.068  -0.1046
Si  -0.0109  -0.0711  -0.0804
Si  -0.1409  -0.0383  -0.0543
Si  0.0215  0.118  -0.0555
Si  -0.0251  0.0147  -0.0383
Si  0.1598  -0.1559  0.0351
Si  0.1147  0.0137  0.0848
Si  -0.007  -0.046  0.0313
Si  -0.0808  0.168  -0.0464
Si  0.2326  -0.1102  0.0041
Si  0.0786  -0.2193  0.1384
Si  -0.0763  0.1315  -0.0732
Si  -0.1293  0.1005  -0.1648
N  0.0145  0.1218  0.149
O  0.0604  -0.0414  -0.018
O  -0.019  -0.0259  0.0456
O  -0.0135  0.0112  -0.0316
O  -0.0136  -0.0218  0.0373
O  0.0332  0.0852  0.1219
O  0.0946  -0.1002  0.0565
O  -0.0075  0.0091  0.0374
O  0.0243  0.0133  0.0626
O  -0.014  0.0268  -0.0703
O  -0.0065  0.007  0.0217
O  0.0234  -0.0087  0.0131
O  0.006  0.037  -0.0628
O  -0.1112  0.0601  -0.0435
O  -0.0579  0.036  -0.0002
O  -0.0126  -0.05  -0.0346
O  -0.0065  0.0074  0.0474
O  0.0172  0.0199  0.0362
O  -0.0031  0.0086  0.0317
O  -0.0606  -0.0082  -0.0254
O  -0.0566  0.0746  0.0026
O  0.004  -0.0319  -0.0298
O  0.0363  0.0202  -0.0499
O  -0.027  0.005  -0.0497
Si  0.0056  -0.0045  0.0349
Si  -0.0133  0.0306  -0.0399
Si  0.0134  0.0159  0.0223
Si  0.0033  0.0069  -0.0187
Si  0.0098  -0.001  0.0192
Si  0.0123  0.0071  0.0374
Si  -0.0077  -0.009  0.0373
Si  -0.042  0.0045  -0.0545
Si  0.0024  0.0026  0.0314
Si  -0.0085  0.0076  0.0451
Si  0.013  -0.0025  -0.0388
Si  0.0462  0.0368  0.0183
Si  0.0039  0.0455  0.0627
Si  -0.0155  -0.0535  -0.0538
Si  0.0003  0.0201  -0.0313
Si  0.0103  -0.0125  -0.0092
Si  -0.003  -0.0076  -0.0299
Si  -0.0758  -0.0161  0.0527
Si  0.0211  -0.0099  0.0404
Si  -0.0163  0.0024  0.0038
Si  -0.0067  0.0238  0.01
Si  0.0081  0.003  0.0449
Si  -0.0108  0.0291  0.0372
Si  -0.005  0.0049  0.0246
Si  0.0114  -0.0075  0.0267
Si  0.0168  0.026  -0.088
Si  0.0169  0.0078  0.022
Si  -0.0171  -0.0052  0.0168
Si  -0.0309  0.0285  -0.0802
Si  0.0335  0.003  0.0669
Si  0.0549  -0.008  -0.0499
Si  0.0524  0.0077  -0.0286
Si  0.0104  0.0105  0.0435
Si  -0.014  -0.0113  0.0349
Si  0.0122  -0.011  0.0182
Si  -0.0022  -0.0082  -0.0117
Si  0.0455  -0.0051  0.0786
Si  -0.0032  -0.0068  0.0386
O  0.0012  -0.0114  0.0161
O  -0.0028  0.0026  -0.0063
O  -0.019  0.0012  0.0234
O  0.0265  -0.0276  0.023
O  0.0026  -0.0008  0.0014
O  -0.0076  -0.0234  -0.0441
O  0.0046  0.0054  0.0056
O  0.0047  -0.0043  0.0301
O  -0.0354  -0.0312  -0.0184
O  -0.0014  -0.0044  0.019
O  -0.0014  0.0009  -0.0162
O  0.0102  -0.0028  -0.001
O  0.0312  -0.0323  -0.0184
O  -0.0144  0.0002  -0.0199
O  0.0115  -0.005  -0.0271
O  -0.0054  -0.0166  0.0091
O  0.0039  -0.0272  -0.0862
O  -0.0046  0.0052  0.0222
O  0.0036  -0.0091  -0.0218
O  0.0103  0.0141  0.051
O  -0.0037  -0.0015  -0.0194
O  -0.0043  0.0011  -0.0246
O  0.0005  0.0025  -0.0163
O  -0.0146  -0.0183  0.0715
O  -0.0139  -0.0035  -0.0447
O  -0.0019  -0.0008  -0.0051
O  -0.0129  -0.0062  -0.0011
O  0.0053  0.0129  -0.0367
O  -0.0017  -0.0062  -0.0287
O  -0.0053  0.0015  -0.011
O  0.0056  0.0043  -0.0023
O  0.0042  -0.0086  -0.0033
O  -0.0127  0.007  -0.0022
O  -0.0036  0.0115  0.0244
O  0.0159  -0.0129  -0.0342
O  -0.0094  0.0153  -0.0127
O  0.0025  -0.0027  -0.0094
O  -0.0118  0.012  -0.0244
O  0.0048  0.0045  -0.0013
O  -0.0067  0.0075  -0.0084
O  -0.047  0.0115  0.0535
O  -0.0079  0.0111  -0.0137
O  0.0037  0.0033  0.0259
O  -0.0053  0.0002  -0.0154
O  -0.0047  0.0019  -0.0106
O  -0.003  0.0115  -0.0118
O  -0.0015  -0.0028  -0.0213
O  -0.0059  0.0034  -0.0121
O  -0.0143  0.0224  0.0219
O  -0.0019  0  -0.0159
O  -0.0056  0.0007  -0.0295
O  0.0042  -0.0045  -0.0268
O  0.0101  0.0002  -0.0127
O  0.0153  0.0014  -0.0116
O  -0.0115  0.0066  -0.0132
O  -0.0071  -0.0203  0.0086
O  0  0.0072  -0.0099
O  0.0083  0.0032  0.0136
O  -0.0145  -0.0017  -0.0174
O  -0.0134  -0.0106  0.0002
O  -0.0157  0.004  -0.0184
O  -0.0003  -0.0031  -0.0119
O  0.0041  -0.0055  -0.0201
O  -0.0101  0.0043  -0.0007
O  -0.0125  -0.001  -0.0282
O  -0.0058  0.0004  0.0037
O  0  -0.0126  0.0399
O  0.0111  -0.0031  -0.0062
H  0.0217  -0.006  0.0418

The program warned: the cutoff lies below the one the program advises for these potential files; the forces do not sum to zero within the program's tolerance; the exchange-correlation potential is rough where the density is thin.
